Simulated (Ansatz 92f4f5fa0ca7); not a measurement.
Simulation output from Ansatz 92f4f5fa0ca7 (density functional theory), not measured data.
Periodic cell of 215 atoms, Si132O82As1, from a study of silicon, its oxide and their interface. The atomic structure is a simulated model.
Doubt: the cutoff is far below the 930 eV that the study's wrapper takes by default for these files, so forces and energies are approximate.

Settings
functional: PBE
potential files: Ansatz PAW
basis: plane waves
wave-function cutoff: 580 eV
density cutoff ratio: 5
exchange-correlation grid ratio: 1
k mesh: 1 x 1 x 1, Gamma-centred
self-consistency stop: 5e-08 eV per atom in the density residual
occupations: fixed
spin: none
net charge: +1 e, with a uniform compensating background and no finite-size correction

Cell vectors (angstrom)
a, 10.938, 0, 0
b, 0, 10.938, 0
c, 0, 0, 31.5432

Atoms: element, x, y, z (angstrom)
Si, 10.415, 0.5917, 24.339
Si, 6.0246, 10.5148, 24.1465
Si, 2.1092, 3.2669, 24.0839
Si, 8.6864, 2.2758, 24.3049
Si, 0.4783, 5.0701, 24.1653
Si, 5.0312, 5.9138, 24.2014
Si, 3.3745, 7.6671, 24.1655
Si, 7.8121, 8.8441, 23.9954
Si, 1.3268, 1.4924, 25.4499
Si, 6.8961, 1.3217, 25.489
Si, 4.0078, 4.1164, 25.3258
Si, 9.6422, 4.1172, 25.419
Si, 1.4752, 6.8313, 25.3688
Si, 6.8795, 6.9635, 25.2445
Si, 4.2104, 9.5508, 25.344
Si, 9.5164, 9.6557, 25.4304
Si, 2.7606, 0.02, 26.6494
Si, 8.2008, -0.0126, 26.9359
Si, -0.0035, 2.7835, 26.9123
Si, 5.4298, 2.7527, 26.6714
Si, 2.7361, 5.4508, 26.8378
Si, 8.2026, 5.5398, 26.6379
Si, 0.0222, 8.225, 26.6581
Si, 5.5355, 8.2137, 26.7944
Si, 4.092, 1.3786, 28.0664
Si, 9.5755, 1.3826, 28.2649
Si, 1.3725, 4.1368, 28.2642
Si, 6.8168, 4.154, 28.0179
Si, 4.1461, 6.8339, 28.1484
Si, 9.5814, 6.8644, 28.0464
Si, 1.3822, 9.601, 28.0396
Si, 6.8261, 9.5451, 28.2633
Si, 0.0375, -0.0123, 29.5283
Si, 5.4281, 0.0291, 29.4911
Si, 2.7551, 2.7196, 29.5254
Si, 8.1547, 2.7877, 29.4796
Si, -0.0356, 5.5234, 29.5007
Si, 5.4927, 5.4651, 29.5078
Si, 2.7355, 8.2291, 29.4512
Si, 8.2406, 8.1757, 29.5292
Si, 1.3858, 1.3621, 30.9048
Si, 6.8023, 1.3914, 30.8368
Si, 4.1173, 4.0969, 30.8865
Si, 9.5405, 4.1324, 30.8429
Si, 1.3617, 6.872, 30.8332
Si, 6.8601, 6.8156, 30.8963
Si, 4.0822, 9.5891, 30.8455
Si, 9.5951, 9.5554, 30.8961
Si, 2.7419, -0.0252, 0.7217
Si, 8.1707, 0.0146, 0.6543
Si, -0.0379, 2.7574, 0.668
Si, 5.4744, 2.7195, 0.7127
Si, 2.7068, 5.4924, 0.666
Si, 8.2125, 5.4425, 0.7308
Si, 0.0314, 8.1885, 0.72
Si, 5.4559, 8.2211, 0.6672
Si, 4.1246, 1.3324, 2.072
Si, 9.513, 1.3828, 2.0131
Si, 1.3184, 4.1341, 2.04
Si, 6.8491, 4.0563, 2.0841
Si, 4.0726, 6.8697, 2.0248
Si, 9.6089, 6.8, 2.0732
Si, 1.3851, 9.5478, 2.0967
Si, 6.8276, 9.5797, 2.0478
Si, -0.0584, 0.0153, 3.3138
Si, 5.4764, -0.0345, 3.502
Si, 2.6935, 2.7245, 3.3105
Si, 8.205, 2.6845, 3.5083
Si, -0.012, 5.4556, 3.5393
Si, 5.446, 5.4813, 3.3023
Si, 2.7561, 8.1913, 3.5102
Si, 8.2151, 8.1764, 3.3577
Si, 1.3144, 1.3516, 4.6777
Si, 6.8162, 1.3389, 4.8781
Si, 4.0687, 4.1097, 4.6546
Si, 9.5449, 4.0482, 4.9006
Si, 1.3816, 6.8422, 4.8965
Si, 6.8517, 6.7775, 4.696
Si, 4.1269, 9.553, 4.9026
Si, 9.6468, 9.4926, 4.6965
Si, 2.6431, 0.0183, 6.1154
As, 8.2748, -0.193, 6.2592
Si, 0.0035, 2.6324, 6.1943
Si, 5.3777, 2.7591, 6.103
Si, 2.7638, 5.4113, 6.1662
Si, 8.1214, 5.4143, 6.195
Si, 0.0323, 8.2538, 6.253
Si, 5.5831, 8.1245, 6.1543
Si, 3.4993, 1.8966, 7.2114
Si, 10.1717, 0.7396, 7.4479
Si, 1.792, 3.6268, 7.3756
Si, 6.2372, 4.507, 7.3967
Si, 4.6596, 6.2871, 7.2736
Si, 9.2436, 7.1171, 7.3387
Si, 0.9675, 10.065, 7.5361
Si, 7.49, 8.7382, 7.4847
O, 4.6051, 6.588, 8.9008
O, 1.3758, 3.9597, 8.955
O, 9.8216, 6.4912, 8.7631
O, 1.3449, 10.0827, 9.1803
O, 6.0997, 4.1948, 9.0353
O, 3.7417, 1.5669, 8.7978
O, 7.1667, 8.9038, 9.109
O, 9.6772, 1.0012, 9.0079
O, 8.232, 2.5469, 22.7417
O, 10.9728, 5.5681, 22.6459
O, 5.6144, 0.0949, 22.6329
O, 5.2707, 5.4139, 22.6385
O, 2.1181, 2.8252, 22.4775
O, 3.3047, 7.8639, 22.5127
O, 8.3625, 8.7557, 22.4166
O, -0.2009, 11.2567, 22.7476
Si, 2.1496, 2.9906, 12.8977
Si, 8.7163, 1.2505, 10.3015
Si, 1.0622, 4.5192, 15.3566
Si, 7.577, 5.547, 12.2017
Si, 2.3873, 8.2, 21.2167
Si, 5.433, 7.7474, 12.4718
Si, 9.2542, 0.4809, 15.4744
Si, 2.8955, -0.0386, 16.647
Si, 10.4709, 1.1611, 12.5831
Si, 7.7437, 2.8474, 21.2342
Si, 9.1278, 8.8, 14.4617
Si, 1.4832, 4.7716, 10.3665
Si, 4.455, 9.5006, 19.1366
Si, 11.0486, 6.1122, 21.1141
Si, 6.607, 10.4608, 14.841
Si, 5.3657, 0.7495, 21.1737
Si, 2.3823, 9.7828, 10.4177
Si, 0.4055, 10.6497, 21.3889
Si, 5.8318, 5.2685, 21.1315
Si, 3.6619, 7.0631, 10.1152
Si, 9.0416, 5.7002, 14.8551
Si, 3.6436, 4.0946, 19.0946
Si, 10.0108, 3.677, 19.314
Si, 4.2604, 8.6737, 15.3529
Si, 0.4454, 1.935, 17.1493
Si, 6.768, 7.5495, 19.2525
Si, 5.247, 3.6323, 16.7462
Si, 7.7656, 5.0318, 17.5265
Si, 6.7034, 9.8588, 10.356
Si, 4.4275, 1.0067, 10.132
Si, -0.0081, 9.0819, 11.916
Si, 9.0787, 8.6445, 20.9409
Si, 4.545, 1.6767, 14.5838
Si, 2.4222, 2.1006, 21.049
Si, 6.3819, 3.2876, 10.361
Si, 3.4284, 5.9318, 16.7351
Si, 9.9113, 6.5233, 10.3803
O, 0.0982, 2.6352, 18.5812
O, 2.9237, 9.6379, 15.5635
O, 10.8422, 4.8156, 20.1454
O, 7.6009, 2.3367, 9.8611
O, 10.951, 5.3362, 10.852
O, 6.5944, 6.6731, 12.8682
O, 10.3456, 8.0505, 10.7969
O, 7.6591, 9.4657, 13.9987
O, 8.4346, 6.2095, 10.9857
O, 5.3273, 10.5127, 20.0606
O, 2.1918, 3.7459, 11.439
O, 7.9479, 8.5645, 19.7617
O, 6.1822, 6.7457, 20.5512
O, 5.501, 2.7213, 15.4179
O, 1.2853, 0.9392, 20.7026
O, 6.1017, 8.9844, 11.6072
O, 4.6091, 4.9971, 16.1136
O, 6.5838, 3.9163, 17.6408
O, 10.5727, 10.6636, 11.8125
O, 5.5676, 0.5078, 13.9871
O, 7.9946, 5.1172, 15.9304
O, 9.7263, 9.8441, 15.5768
O, -0.4056, 5.165, 15.1745
O, 1.5413, 6.8572, 20.8006
O, 1.4787, 0.6409, 17.162
O, 6.5689, 1.7929, 20.8096
O, 1.0016, 1.8188, 12.8381
O, 3.2365, 5.5104, 18.328
O, 9.5503, 1.9836, 11.5153
O, 1.0348, 3.1194, 16.1948
O, 8.6189, 5.1378, 13.3867
O, 10.2778, 8.5892, 13.3196
O, 1.4202, 9.4169, 21.7017
O, 10.06, 9.9441, 20.6089
O, 3.2254, 0.1787, 10.9134
O, 5.1346, 2.3141, 10.8449
O, 1.7203, 4.1766, 13.9172
O, 7.9734, 10.8003, 10.7986
O, 9.1206, 4.4927, 18.225
O, 5.6314, 9.513, 15.7716
O, 5.564, -0.088, 9.7587
O, 3.5852, 2.3291, 13.4064
O, 1.9755, 5.6704, 16.0521
O, 9.6816, 1.0571, 14.0024
O, 4.3946, 6.9044, 11.5486
O, 4.736, 4.4953, 20.2239
O, 9.9444, 1.3829, 16.6131
O, 6.7538, 4.2532, 11.6319
O, 5.5549, 8.419, 18.5854
O, 9.0462, 2.7532, 20.2571
O, 3.5907, 1.1404, 15.783
O, 4.2043, 3.0878, 17.9079
O, 9.8859, 7.2272, 20.8885
O, 3.3874, 8.6434, 9.8384
O, 3.9366, 7.4386, 16.3755
O, 7.6216, 0.5031, 15.6864
O, 8.9204, 7.3149, 15.0492
O, 3.9067, 1.4557, 21.1684
O, 1.6219, 9.1126, 11.7209
O, 2.3325, 6.1419, 10.1419
O, 7.3247, 6.4754, 18.1524
O, 7.2002, 4.3831, 21.1334
O, 4.5756, 8.2296, 13.7947
O, 3.3038, 8.688, 19.9675
O, 2.4741, 3.2503, 19.8714
O, 3.7114, 10.3678, 17.9648

Results
free energy: -135411.101 eV
free energy less fixed offsets of As -4856.12, O -568.88, Si -635.61 eV per atom: -6.301 eV

Forces (eV/angstrom), in the order of the atoms: element, x, y, z
Si, 0.0443, -0.0168, -0.1522
Si, -0.0308, 0.0686, -0.1345
Si, 0.0054, -0.063, -0.1687
Si, -0.0692, 0.0164, -0.1425
Si, -0.0363, 0.0613, -0.1449
Si, 0.0512, -0.064, -0.1614
Si, -0.0211, 0.0125, -0.1562
Si, 0.0676, -0.0408, -0.1693
Si, -0.0169, 0.0316, 0.0703
Si, 0.0245, -0.0308, 0.0871
Si, -0.0282, 0.0052, 0.0375
Si, 0.0354, -0.0341, 0.0595
Si, 0.0167, -0.0181, 0.0575
Si, -0.0114, 0.0207, 0.0141
Si, 0.0123, -0.0222, 0.0385
Si, -0.0534, 0.0082, 0.0868
Si, 0.0089, 0.0142, -0.1414
Si, 0.0162, -0.0091, 0.2029
Si, 0.0109, -0.0055, 0.1944
Si, 0.0086, -0.0145, -0.1131
Si, 0.0059, -0.0015, 0.1235
Si, 0.0304, 0.0081, -0.1274
Si, 0.0265, 0.0183, -0.1205
Si, 0.0184, 0.0108, 0.09
Si, -0.0052, 0.0374, 0.0591
Si, -0.0037, 0.0062, -0.3564
Si, -0.0006, -0.0578, -0.3451
Si, 0.0184, -0.0615, 0.1181
Si, -0.0913, 0.0265, -0.101
Si, -0.0264, 0.0046, 0.0828
Si, -0.0425, -0.0012, 0.1194
Si, 0.0573, 0.0747, -0.3325
Si, 0.0454, -0.0586, 0.021
Si, -0.0054, 0.0084, 0.0463
Si, 0.0329, -0.0281, 0.0528
Si, -0.0446, 0.0433, -0.0128
Si, -0.0156, 0.0188, 0.0503
Si, 0.0256, -0.0395, 0.0039
Si, 0.0306, -0.0312, -0.0529
Si, 0.0501, -0.0533, 0.0604
Si, 0.0015, 0.0109, 0.0177
Si, 0.0117, 0.0379, -0.0103
Si, 0.0036, 0.0135, -0.001
Si, -0.0172, -0.008, 0.0002
Si, 0.014, 0.0272, -0.0093
Si, -0.0293, -0.0041, 0.0082
Si, -0.0406, -0.0259, 0.0075
Si, 0.034, 0.0166, -0.0028
Si, 0.0268, -0.0193, 0.0088
Si, -0.0288, -0.044, -0.0785
Si, 0.0312, 0.0189, -0.0426
Si, 0.0097, -0.0355, -0.0105
Si, 0.0002, -0.0314, -0.035
Si, 0.0364, -0.018, 0.0183
Si, 0.0077, -0.0178, -0.0014
Si, 0.0308, 0.0053, -0.0504
Si, 0.0045, 0.0502, -0.0066
Si, -0.031, 0.0923, -0.0348
Si, -0.046, 0.0622, -0.0116
Si, -0.0232, -0.035, -0.0333
Si, -0.0854, 0.0497, -0.0677
Si, 0.0501, -0.0451, -0.0098
Si, 0.0163, -0.0311, -0.0348
Si, -0.0129, -0.0051, 0.0253
Si, 0.2675, -0.0734, 0.2783
Si, -0.057, -0.0333, -0.149
Si, 0.1079, -0.0333, 0.3388
Si, 0.058, 0.128, -0.1324
Si, 0.0132, -0.0077, -0.147
Si, 0.075, -0.1503, 0.3873
Si, -0.021, 0.0142, -0.0961
Si, -0.0579, -0.1306, 0.1139
Si, -0.0381, 0.0182, -0.1813
Si, 0.0016, -0.0869, 0.0759
Si, -0.0359, -0.0123, -0.2558
Si, 0.058, -0.071, 0.1203
Si, 0.0359, -0.0286, 0.1156
Si, 0.0039, 0.0154, -0.2189
Si, 0.0364, -0.0589, 0.0973
Si, -0.0504, 0.0784, -0.0189
Si, 0.0025, -0.0096, -0.0849
As, -0.0361, 0.1535, -0.0632
Si, 0.0414, -0.0676, -0.0175
Si, 0.0648, -0.0189, -0.0461
Si, 0.0367, -0.0609, -0.0316
Si, -0.117, -0.0767, -0.0831
Si, 0.1309, -0.0532, -0.1958
Si, 0.0806, 0.0276, 0.0226
Si, -0.1048, 0.1306, 0.2002
Si, -0.4427, 0.6504, 0.4205
Si, -0.0587, 0.0067, 0.1633
Si, -0.0359, 0.0142, 0.2527
Si, 0.0074, 0.021, 0.1702
Si, 0.1708, -0.2384, 0.2398
Si, 0.2685, 0.0018, 0.357
Si, -0.7444, 0.1818, 0.4136
O, 0.0599, -0.0304, -0.2309
O, 0.028, -0.0782, -0.254
O, -0.1387, 0.1553, -0.4526
O, -0.1894, 0.0107, -0.4994
O, -0.0033, 0.0583, -0.2563
O, -0.0607, 0.0546, -0.2792
O, 0.1852, -0.0014, -0.3066
O, 0.086, -0.1202, -0.2906
O, 0.067, -0.0446, 0.2857
O, 0.0317, -0.0743, 0.2691
O, 0.0494, -0.0857, 0.2694
O, -0.0578, 0.0493, 0.2746
O, -0.017, 0.0747, 0.2555
O, 0.0647, -0.0325, 0.266
O, -0.0886, 0.0225, 0.2651
O, -0.0592, 0.0585, 0.2592
Si, 0.0334, -0.0031, 0.3176
Si, -0.0309, 0.1284, 0.4057
Si, -0.0035, 0.0167, 0.174
Si, 0.0295, 0.0104, 0.3176
Si, -0.0559, 0.0362, -0.2437
Si, -0.0293, -0.0662, 0.388
Si, -0.0251, -0.0096, 0.1799
Si, -0.0201, 0.0067, 0.0578
Si, 0.0796, 0.0092, 0.3715
Si, -0.0059, 0.0401, -0.2734
Si, -0.0657, 0.0065, 0.2118
Si, 0.0865, -0.06, 0.3701
Si, 0.0121, -0.0014, -0.0863
Si, 0.0002, 0.0095, -0.2579
Si, 0.0226, 0.0144, 0.1518
Si, -0.035, 0.0287, -0.2678
Si, 0.085, -0.0715, 0.4059
Si, 0.0625, -0.0476, -0.221
Si, 0.0342, -0.0004, -0.2625
Si, -0.0334, -0.0834, 0.3583
Si, 0.0354, 0.0012, 0.2145
Si, -0.0021, 0.012, -0.094
Si, 0.0005, -0.0029, -0.0945
Si, -0.0454, 0.0294, 0.2196
Si, 0.0109, -0.0204, 0.0277
Si, -0.0044, -0.0097, -0.0911
Si, 0.0054, 0.0193, 0.05
Si, -0.0111, -0.0127, 0.0416
Si, -0.1345, 0.051, 0.444
Si, -0.0281, 0.0024, 0.3007
Si, -0.0893, 0.0224, 0.3813
Si, 0.0308, -0.0187, -0.2395
Si, 0.0233, 0.0015, 0.2062
Si, 0.0365, -0.0299, -0.2332
Si, 0.0709, 0.0868, 0.3488
Si, 0.0061, -0.0167, 0.027
Si, -0.0107, -0.046, 0.4958
O, 0.0008, 0.0031, 0.0148
O, 0.0223, -0.0273, -0.0566
O, 0.0199, 0.045, 0.0836
O, 0.0331, -0.0229, -0.0786
O, -0.0205, 0.0198, -0.1284
O, -0.0065, 0.0108, -0.1132
O, -0.0274, -0.0615, -0.2258
O, 0.0039, -0.0293, -0.0999
O, 0.0973, 0.0538, -0.2112
O, 0.0148, 0.0397, 0.0863
O, -0.0154, 0.0752, -0.2453
O, 0.04, 0.0145, 0.0722
O, -0.0202, -0.0343, 0.0844
O, -0.0072, -0.0339, -0.0689
O, -0.0203, -0.0022, 0.0696
O, 0.1011, 0.1472, -0.2938
O, 0.0055, -0.0009, -0.0239
O, 0.0029, -0.0008, -0.0104
O, -0.0089, -0.0453, -0.1609
O, 0.0065, -0.0138, -0.091
O, 0.023, 0.0115, -0.0813
O, 0.011, -0.0273, -0.0749
O, -0.0198, 0.0041, -0.0628
O, 0.0103, 0.0004, 0.0725
O, 0.0063, -0.0012, -0.0103
O, 0.0082, -0.0129, 0.0771
O, -0.0348, -0.0468, -0.1087
O, 0.0045, -0.006, 0.0136
O, -0.1109, -0.0301, -0.269
O, 0.0077, 0.0246, -0.0515
O, -0.0729, -0.0101, -0.2058
O, 0.1109, 0.011, -0.2222
O, 0.0019, -0.0008, 0.0562
O, 0.0028, 0.0102, 0.0698
O, -0.0115, 0.0147, -0.123
O, -0.0418, -0.0639, -0.1158
O, 0.0253, -0.0494, -0.1549
O, -0.0095, -0.0295, -0.1166
O, 0.0122, -0.0072, 0.0176
O, 0.0131, -0.0069, -0.0582
O, 0.0517, -0.0379, -0.1614
O, -0.0614, 0.0258, -0.1384
O, -0.0188, -0.0201, -0.0593
O, 0.0626, 0.0334, -0.217
O, -0.068, -0.0032, -0.2096
O, 0.0339, 0.0233, 0.0842
O, -0.0159, -0.0159, -0.0542
O, -0.0413, -0.1212, -0.1909
O, 0.0005, -0.0003, 0.0218
O, -0.0387, -0.0162, 0.0816
O, 0.0286, 0.0216, -0.0666
O, -0.0027, -0.0019, 0.0111
O, 0.0065, -0.004, 0.0646
O, -0.0169, 0.0368, -0.1308
O, 0.0198, 0.032, -0.0577
O, 0.0051, -0.0128, -0.0492
O, 0.0034, 0.0162, -0.0708
O, 0.0123, -0.0002, 0.0647
O, 0.0783, 0.0327, -0.1949
O, 0.026, 0.033, -0.1106
O, -0.0019, 0.0118, 0.0156
O, -0.0015, -0.0214, 0.0722
O, 0.0713, -0.0483, -0.2454
O, -0.035, -0.0312, 0.0863
O, -0.0172, -0.0367, 0.0769
O, 0.0068, -0.0103, 0.0098

The program warned: the cutoff lies below the one the program advises for these potential files; the exchange-correlation potential is rough where the density is thin.
